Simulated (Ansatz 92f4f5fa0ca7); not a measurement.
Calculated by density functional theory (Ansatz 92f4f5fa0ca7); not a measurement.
Periodic cell of 223 atoms, Si132O90B1, from a study of silicon, its oxide and their interface. The atomic structure is a simulated model.
Doubt: the cutoff is far below the 930 eV that the study's wrapper takes by default for these files, so forces and energies are approximate.

Settings: functional PBE; potential files Ansatz PAW; basis plane waves; wave-function cutoff 580 eV; density cutoff ratio 5; exchange-correlation grid ratio 1; k mesh 1 x 1 x 1, Gamma-centred; self-consistency stop 5e-08 eV per atom in the density residual; occupations fixed; spin none; net charge -1 e, with a uniform compensating background and no finite-size correction.

Cell vectors (angstrom)
a, 10.938, 0, 0
b, 0, 10.938, 0
c, 0, 0, 32.1988

Atoms: element, x, y, z (angstrom)
Si, 10.6037, 0.2527, 24.899
Si, 5.7198, 10.6483, 24.7714
Si, 2.4568, 2.9097, 24.6771
Si, 8.4328, 2.553, 24.9087
Si, 0.1798, 5.1502, 24.8401
Si, 5.2487, 5.7664, 24.7722
Si, 2.9559, 8.0114, 24.6346
Si, 7.9198, 8.3423, 24.8105
Si, 1.341, 1.3795, 26.0868
Si, 6.8407, 1.3101, 26.1151
Si, 4.0462, 4.1158, 25.9923
Si, 9.4454, 4.2124, 26.256
Si, 1.3941, 6.8146, 26.0047
Si, 6.925, 6.6977, 26.2036
Si, 4.0915, 9.5362, 26.0443
Si, 9.4666, 9.5638, 26.1402
Si, 2.7291, -0.0088, 27.3979
Si, 8.1601, -0.0207, 27.5562
Si, -0.0258, 2.7567, 27.4793
Si, 5.481, 2.7895, 27.3559
Si, 2.729, 5.4673, 27.4404
B, 8.187, 5.4643, 27.386
Si, -0.0492, 8.1347, 27.3645
Si, 5.4766, 8.1658, 27.4421
Si, 4.1086, 1.3956, 28.7309
Si, 9.5758, 1.3717, 28.8524
Si, 1.3514, 4.1164, 28.8216
Si, 6.9612, 4.2378, 28.5875
Si, 4.1154, 6.8165, 28.809
Si, 9.4183, 6.6835, 28.5928
Si, 1.3369, 9.5339, 28.7232
Si, 6.7822, 9.5287, 28.8685
Si, 0.0104, -0.0309, 30.145
Si, 5.4358, 0.0185, 30.1458
Si, 2.7421, 2.7343, 30.1376
Si, 8.179, 2.7998, 30.0837
Si, -0.0755, 5.4831, 30.0841
Si, 5.5326, 5.4452, 30.0942
Si, 2.7162, 8.2006, 30.1145
Si, 8.2134, 8.1247, 30.0998
Si, 1.3768, 1.3535, 31.5078
Si, 6.8347, 1.4056, 31.4562
Si, 4.139, 4.1007, 31.476
Si, 9.5582, 4.1048, 31.4902
Si, 1.324, 6.8367, 31.444
Si, 6.8481, 6.8123, 31.5118
Si, 4.0738, 9.5736, 31.4981
Si, 9.566, 9.5234, 31.476
Si, 2.7376, -0.0052, 0.6946
Si, 8.1948, 0.0055, 0.6113
Si, -0.0063, 2.7336, 0.6607
Si, 5.4865, 2.7343, 0.6698
Si, 2.7286, 5.4925, 0.6029
Si, 8.216, 5.4513, 0.6956
Si, 0.0058, 8.1824, 0.6634
Si, 5.4652, 8.208, 0.6581
Si, 4.1316, 1.3659, 2.044
Si, 9.5533, 1.3456, 2.0142
Si, 1.3813, 4.1366, 1.9868
Si, 6.8467, 4.0827, 2.0581
Si, 4.0914, 6.8285, 2.0149
Si, 9.5841, 6.8349, 2.0461
Si, 1.3727, 9.5394, 2.0391
Si, 6.8313, 9.606, 2.0084
Si, -0.0208, -0.0427, 3.359
Si, 5.4982, 0.0121, 3.4572
Si, 2.7756, 2.801, 3.3258
Si, 8.1871, 2.6796, 3.4352
Si, 0.0327, 5.4748, 3.4121
Si, 5.4667, 5.4662, 3.3828
Si, 2.7698, 8.2013, 3.4323
Si, 8.1984, 8.237, 3.3463
Si, 1.3899, 1.3933, 4.6064
Si, 6.8444, 1.3467, 4.8901
Si, 4.1485, 4.0854, 4.7843
Si, 9.5784, 4.0791, 4.7358
Si, 1.4128, 6.8286, 4.8016
Si, 6.8197, 6.89, 4.7073
Si, 4.1347, 9.5759, 4.8209
Si, 9.5492, 9.5509, 4.7707
Si, 2.7434, 0.1095, 6.0407
Si, 8.206, -0.0605, 6.248
Si, 0.0289, 2.6748, 6.0265
Si, 5.4728, 2.7276, 6.2695
Si, 2.8148, 5.4777, 6.1626
Si, 8.1741, 5.479, 6.0198
Si, 0.009, 8.1887, 6.1323
Si, 5.5249, 8.2266, 6.2188
Si, 3.8342, 1.5749, 7.5862
Si, 9.8386, 1.1402, 7.4348
Si, 1.6314, 3.801, 7.2963
Si, 6.6499, 4.4158, 7.461
Si, 4.4037, 6.6351, 7.5305
Si, 9.3645, 6.9486, 7.3872
Si, 1.1388, 9.9183, 7.2762
Si, 7.1586, 9.2304, 7.657
O, 8.3042, 8.0828, 7.8972
O, 2.7146, 2.7369, 7.9427
O, 9.599, 1.4799, 24.4152
O, 4.1753, 6.9378, 24.2486
O, 0.0289, 0.0272, 7.9422
O, 5.5296, 5.5154, 8.013
O, 6.7633, 9.434, 24.3249
O, 1.2415, 3.9821, 24.3002
O, 3.8571, 7.3854, 8.9206
O, 0.8108, 4.375, 8.5865
O, 9.8115, 6.1719, 8.7812
O, 2.1113, 9.3815, 8.484
O, 7.5035, 3.9259, 8.7885
O, 4.2701, 0.9279, 9.0547
O, 6.735, 9.5567, 9.2153
O, 9.2056, 1.859, 8.7793
O, 7.7523, 3.177, 23.5493
O, 10.4764, 5.8194, 23.4858
O, 5.0971, 0.4119, 23.4209
O, 5.8984, 5.1104, 23.4071
O, 3.1073, 2.2116, 23.3127
O, 2.2861, 8.7195, 23.2726
O, 8.5791, 7.7084, 23.435
O, 0.2312, 10.3948, 23.5926
Si, 4.3996, 1.5723, 22.5082
Si, 3.4893, 7.9293, 14.0286
Si, 7.1182, 0.9607, 14.6626
Si, 0.9342, 9.3625, 22.5623
Si, 1.1759, 4.3081, 11.8732
Si, 6.2627, 8.9676, 15.3208
Si, 0.6758, 1.3659, 12.2928
Si, 8.628, 4.9527, 20.5262
Si, 0.3226, 5.7107, 9.3484
Si, 5.1001, 3.1217, 17.9434
Si, 0.8806, 3.7408, 16.7442
Si, 10.4002, 2.8385, 19.234
Si, 5.2784, 1.1838, 10.3376
Si, 0.8866, 0.1685, 19.8684
Si, 6.6447, 9.46, 10.8543
Si, 9.3421, 9.6789, 18.327
Si, 9.3883, 9.2467, 12.5677
Si, 6.5953, 3.8583, 22.628
Si, 2.4376, 8.0696, 9.3679
Si, 10.5906, 7.3672, 17.0776
Si, 2.5115, 6.2903, 16.5768
Si, 10.1733, 4.4913, 14.1842
Si, 6.1382, 9.1909, 18.5189
Si, 7.968, 2.5737, 9.5655
Si, 8.8773, 2.1453, 12.4432
Si, 5.3395, 6.2474, 18.0676
Si, 3.9305, 0.5664, 19.4919
Si, 4.2738, 3.8383, 12.0452
Si, 5.5433, 6.6026, 12.1328
Si, 8.013, 2.5001, 17.2238
Si, 4.3574, 2.4793, 14.9635
Si, 1.5386, 1.21, 15.2526
Si, 1.5695, 9.4111, 12.0377
Si, 8.0478, 6.8528, 13.8678
Si, 10.3793, 9.8358, 15.4853
Si, 9.7898, 6.996, 22.5976
Si, 8.1127, 5.4854, 17.4239
O, 6.0457, 7.9588, 11.2824
O, 6.016, 9.2134, 16.9001
O, 7.6799, 1.3644, 13.1911
O, 0.892, 1.7465, 13.8627
O, 9.4326, 6.25, 16.8884
O, 6.7601, 6.2042, 13.1326
O, 5.1329, 4.6608, 18.6077
O, 9.2267, 2.1467, 18.2804
O, 2.3746, 0.1004, 19.113
O, 9.4148, 10.2353, 16.7672
O, 2.7848, 4.4354, 11.7063
O, 5.071, 10.3301, 19.1213
O, 9.4209, 3.2442, 13.4854
O, 0.4522, 1.7582, 19.9726
O, 3.1527, 1.3589, 15.0581
O, 8.1658, 5.3878, 19.04
O, 3.8946, 6.5965, 17.3874
O, 4.5715, 3.2763, 16.3874
O, 9.0596, 5.6677, 14.3153
O, 5.4693, 2.7632, 22.2076
O, 10.6732, 4.1439, 15.6796
O, 0.3386, 3.8562, 18.281
O, 10.4323, 10.5088, 19.2237
O, 9.6405, 10.026, 14.0267
O, 10.8801, 8.1286, 22.1717
O, 1.1917, 2.1584, 16.5252
O, 9.7295, 3.747, 20.4178
O, 8.1383, 4.0323, 16.699
O, -0.0435, 9.102, 11.9038
O, 6.5824, 2.4126, 18.0076
O, 5.5794, 10.7167, 11.1827
O, 7.7518, 9.5941, 18.8438
O, 10.0267, 1.0233, 12.0562
O, 1.3093, 6.957, 9.0593
O, 0.6183, 4.7683, 13.3419
O, 5.7019, 7.628, 18.9817
O, 5.2341, 5.0855, 11.5172
O, 2.7138, 6.9828, 15.1143
O, 0.9104, 2.7419, 11.4619
O, 0.8613, 10.6818, 15.5425
O, 2.4025, 8.5878, 10.9028
O, 4.6933, 2.4312, 11.2635
O, 4.2479, 3.5082, 13.6757
O, 2.1967, 4.6816, 16.4885
O, 10.6988, 8.2474, 15.6966
O, 6.9263, 10.293, 14.6695
O, 2.3414, 8.9498, 13.4191
O, 8.0317, 1.5265, 15.9065
O, 4.1295, 6.9978, 12.8537
O, 4.1786, 2.0156, 18.7378
O, 7.2928, 4.4171, 21.2799
O, 8.4122, 2.9243, 11.0915
O, 1.1815, 6.8666, 17.3576
O, 5.6535, 1.578, 14.7538
O, 8.1287, 9.755, 11.5835
O, 9.2206, 6.282, 21.2554
O, 8.9568, 7.7165, 12.8565
O, 1.6505, 0.1182, 11.8762
O, 6.6503, 6.1509, 17.0708
O, 7.3913, 7.8023, 15.0407
O, 1.208, 10.2691, 21.2401
O, 10.0319, 8.1995, 18.3555
O, 3.9671, 0.8732, 21.1054
O, 0.3318, 5.3268, 10.9162
O, 6.697, 1.5727, 9.6325
O, 4.7741, 8.707, 14.6853

Results
free energy: -135250.351 eV
free energy less fixed offsets of B -154.04, O -568.88, Si -635.61 eV per atom: 3.409 eV

Forces (eV/angstrom), in the order of the atoms: element, x, y, z
Si, -0.0777, 0.0754, 0.3741
Si, 0.1007, -0.06, 0.3565
Si, -0.0477, 0.0914, 0.3711
Si, 0.0567, -0.0961, 0.3533
Si, 0.1202, -0.0491, 0.3432
Si, -0.1255, 0.0249, 0.3784
Si, 0.0422, -0.1124, 0.3378
Si, -0.0244, 0.0836, 0.3982
Si, -0.0117, 0.0008, 0.0135
Si, 0.0619, -0.07, -0.0691
Si, -0.0415, 0.0518, -0.1035
Si, -0.0595, 0.076, 0.0527
Si, 0.0415, -0.045, -0.085
Si, 0.0799, -0.0641, 0.0481
Si, 0.0047, 0.0034, 0.0315
Si, -0.0763, 0.0773, -0.0829
Si, -0.0078, 0.0023, -0.1033
Si, -0.0131, -0.0225, 0.1023
Si, -0.0581, 0.0631, 0.0041
Si, -0.018, -0.0284, 0.0672
Si, 0.0065, 0.0021, 0.0329
B, -0.0286, 0.0255, 0.0711
Si, 0.0076, 0.0075, 0.0716
Si, 0.0492, -0.0809, -0.034
Si, 0.0052, -0.0097, 0.1012
Si, 0.0073, -0.0712, -0.1472
Si, 0.0513, -0.0961, -0.0943
Si, 0.2013, 0.1841, -0.0826
Si, -0.0781, 0.0468, -0.0592
Si, -0.2065, -0.143, -0.085
Si, -0.0085, 0.0201, 0.103
Si, 0.0712, 0.0915, -0.1656
Si, 0.0359, -0.0383, 0.04
Si, -0.0516, 0.0631, 0.0445
Si, 0.0082, -0.01, 0.0257
Si, -0.1068, -0.0068, 0.0032
Si, 0.0032, 0.1046, 0.0177
Si, -0.0063, -0.1067, 0.0095
Si, -0.0133, 0.0157, 0.0148
Si, 0.1097, -0.0077, 0.0145
Si, 0.0144, -0.0107, 0.007
Si, 0.0108, -0.0203, 0.0146
Si, -0.0248, 0.0028, 0.0099
Si, 0.0196, -0.023, 0.0319
Si, 0.0147, -0.0055, 0.0001
Si, -0.0135, 0.0247, 0.0262
Si, -0.0097, -0.0068, 0.021
Si, -0.0075, 0.0257, 0.0133
Si, -0.0153, 0.0073, 0.0297
Si, 0.0107, 0.0097, -0.0471
Si, -0.0153, 0.0049, 0.0102
Si, -0.0201, -0.0153, -0.0094
Si, 0.0165, -0.0088, -0.0465
Si, -0.0068, 0.007, -0.0075
Si, 0.0067, 0.0212, -0.0104
Si, 0.0147, -0.0187, -0.0006
Si, 0.0426, -0.0192, -0.0088
Si, 0.0181, -0.0069, 0.0078
Si, -0.0426, 0.0046, -0.0272
Si, 0.0281, -0.0342, 0.0056
Si, 0.0056, 0.0359, 0.0104
Si, 0.0129, -0.0252, -0.0145
Si, 0.0419, -0.0372, 0.0001
Si, -0.0586, 0.0309, -0.0032
Si, 0.0691, 0.1275, 0.0886
Si, -0.0529, -0.0215, -0.0952
Si, -0.0817, -0.1404, 0.1407
Si, 0.0692, 0.0874, -0.064
Si, -0.0412, -0.0202, -0.0248
Si, 0.0243, 0.0334, 0.0374
Si, -0.0473, -0.0049, -0.069
Si, 0.0133, -0.0555, 0.1035
Si, -0.0041, 0.0096, -0.1033
Si, -0.0043, -0.0102, 0.078
Si, 0.0221, 0.0283, -0.0307
Si, -0.0046, -0.0169, 0.013
Si, 0.0182, 0.0224, 0.0222
Si, -0.0002, 0.0192, -0.0417
Si, 0.0185, 0.0212, 0.0711
Si, -0.018, -0.0233, -0.0359
Si, 0.0038, 0.0408, -0.0336
Si, -0.0048, -0.0108, 0.0622
Si, 0.0141, -0.0238, -0.0128
Si, -0.0067, -0.0104, 0.0457
Si, -0.0066, 0.0027, 0.0491
Si, 0.0004, -0.001, -0.0331
Si, -0.0069, -0.0166, 0.0324
Si, 0.0046, -0.01, -0.0087
Si, -0.0104, 0.0162, -0.2575
Si, 0.027, 0.0033, -0.2116
Si, -0.008, -0.0182, -0.2144
Si, -0.0305, 0.0377, -0.1964
Si, 0.0304, -0.0267, -0.2223
Si, -0.0158, 0.0273, -0.2153
Si, -0.0363, 0.0157, -0.1775
Si, 0.0167, -0.0226, -0.2926
O, 0.002, 0.0152, 0.1163
O, 0.0307, -0.0197, 0.1092
O, 0.0033, -0.1669, -0.3167
O, -0.1783, 0.0275, -0.2768
O, 0.0046, -0.0176, 0.1067
O, -0.0006, -0.0205, 0.1132
O, -0.0189, 0.1962, -0.3
O, 0.1646, -0.0181, -0.2885
O, -0.0838, 0.0729, 0.2235
O, -0.0636, 0.0925, 0.2368
O, 0.0761, -0.0624, 0.2159
O, 0.054, -0.07, 0.2115
O, 0.0673, -0.0848, 0.2158
O, 0.0861, -0.0287, 0.3144
O, -0.0278, 0.0096, 0.3862
O, -0.1035, 0.0804, 0.2522
O, -0.183, 0.1308, -0.4013
O, -0.1412, 0.1704, -0.3925
O, -0.1088, 0.1045, -0.3511
O, 0.1352, -0.1716, -0.3814
O, 0.1003, -0.1078, -0.3446
O, -0.0957, 0.1028, -0.3136
O, 0.1767, -0.1275, -0.395
O, 0.1042, -0.1093, -0.3641
Si, 0.0137, 0.0595, 0.6149
Si, -0.0116, -0.0021, -0.0967
Si, 0.031, 0.0165, -0.0456
Si, 0.0073, -0.096, 0.5917
Si, -0.0365, 0.0595, -0.2146
Si, 0.0028, 0.0026, 0.0326
Si, 0.0004, 0.0058, -0.1414
Si, -0.0801, 0.1019, 0.5349
Si, -0.0378, -0.0168, -0.3615
Si, -0.0296, -0.0436, 0.1673
Si, -0.0398, -0.001, 0.1005
Si, -0.0217, 0.0236, 0.3101
Si, -0.0337, -0.0423, -0.3502
Si, 0.1007, -0.1129, 0.3903
Si, -0.0323, 0.0583, -0.369
Si, 0.0511, 0.0392, 0.1842
Si, -0.0291, 0.029, -0.1579
Si, 0.0161, 0.039, 0.6078
Si, 0.0502, -0.0209, -0.3654
Si, -0.0472, 0.0102, 0.0949
Si, 0.0032, 0.0035, 0.0418
Si, 0.0199, -0.0202, -0.0625
Si, -0.0374, 0.0503, 0.1696
Si, 0.0479, 0.0143, -0.388
Si, -0.0217, 0.0415, -0.2091
Si, 0.0479, -0.0194, 0.1223
Si, -0.06, 0.0343, 0.4352
Si, 0.0167, -0.0482, -0.1871
Si, 0.0053, 0.0363, -0.1774
Si, 0.0243, 0.015, 0.1192
Si, 0.0051, 0.0417, -0.0178
Si, -0.0202, 0.0206, -0.0183
Si, 0.0453, -0.0482, -0.2146
Si, -0.0006, -0.0015, -0.0704
Si, -0.0318, 0.0061, 0.0078
Si, -0.0357, -0.0193, 0.6079
Si, 0.0059, -0.0246, 0.2234
O, -0.0232, -0.0866, 0.1205
O, 0.002, -0.0062, -0.093
O, -0.0235, -0.0208, 0.0802
O, 0.015, -0.0058, 0.0726
O, 0.0325, 0.0203, -0.0459
O, 0.0368, -0.0041, 0.0639
O, -0.0048, 0.0199, -0.0687
O, -0.0561, -0.0156, -0.1094
O, 0.0224, 0.0049, -0.1264
O, 0.01, -0.0003, -0.0764
O, 0.0186, -0.0101, 0.0668
O, 0.082, -0.0842, -0.1129
O, 0.0119, 0.0285, 0.0564
O, -0.036, 0.0377, -0.1109
O, 0.003, -0.0094, 0.0045
O, -0.0398, 0.0316, -0.3019
O, -0.036, 0.002, -0.0441
O, -0.0128, -0.0029, -0.0625
O, -0.0046, 0.0056, 0.0111
O, -0.0195, -0.0262, -0.1675
O, 0.0066, -0.0023, -0.0014
O, 0.0495, 0.0232, -0.1323
O, -0.1163, -0.0382, -0.1398
O, 0.0135, 0.0066, 0.0618
O, 0.0217, 0.0287, -0.1725
O, 0.0111, -0.0136, -0.0308
O, 0.0807, -0.0982, -0.1885
O, -0.004, -0.0097, -0.046
O, -0.0277, 0.006, 0.0655
O, 0.018, -0.0004, -0.0604
O, 0.006, -0.0286, 0.1167
O, -0.0057, -0.0062, -0.063
O, 0.0135, -0.0037, 0.0601
O, 0.0032, 0.0042, 0.126
O, -0.0303, 0.0064, 0.0858
O, -0.0071, -0.0138, -0.0722
O, -0.0014, 0.0176, 0.0722
O, -0.0035, -0.0038, 0.0126
O, -0.0005, -0.0318, 0.0719
O, 0.0073, -0.003, 0.0035
O, -0.0461, 0.0761, 0.2309
O, -0.0352, 0.1067, 0.1441
O, -0.0001, -0.0231, 0.0937
O, 0.007, 0.011, -0.0186
O, 0.0113, 0.0036, -0.019
O, -0.007, -0.0046, 0.0135
O, 0.0309, -0.0152, 0.0849
O, -0.0083, -0.0169, -0.03
O, -0.0263, 0.0173, 0.0729
O, 0.0398, 0.0877, -0.1401
O, 0.1509, 0.0674, -0.2884
O, 0.045, -0.0199, 0.2295
O, 0.021, -0.0034, -0.0305
O, -0.0046, -0.0053, 0.0133
O, 0.0912, -0.0139, 0.129
O, -0.0828, -0.1577, -0.2884
O, -0.0094, -0.0302, 0.0577
O, -0.0156, 0.0174, 0.0594
O, -0.013, 0.0093, -0.0502
O, -0.0079, 0.0136, 0.0114
O, -0.0175, 0.1811, -0.4025
O, 0.0146, -0.0263, -0.0777
O, -0.042, -0.1059, -0.4504
O, 0.0368, -0.0625, 0.2162
O, -0.0381, -0.0204, 0.1351
O, 0.0089, 0.0109, 0.0181

The program warned: the cutoff lies below the one the program advises for these potential files; the forces do not sum to zero within the program's tolerance; the exchange-correlation potential is rough where the density is thin.
